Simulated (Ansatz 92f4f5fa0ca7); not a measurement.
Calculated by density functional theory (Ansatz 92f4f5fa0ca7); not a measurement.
Periodic cell of 273 atoms, Si165O106As2, from a study of silicon, its oxide and their interface. The atomic structure is a simulated model.
Doubt: the cutoff is far below the 930 eV that the study's wrapper takes by default for these files, so forces and energies are approximate.
This geometry differs little from another in the collection (a relaxation step or a small displacement).

Settings: functional PBE; potential files Ansatz PAW; basis plane waves; wave-function cutoff 580 eV; density cutoff ratio 5; exchange-correlation grid ratio 1; k mesh 1 x 1 x 1, Gamma-centred; self-consistency stop 5e-08 eV per atom in the density residual; occupations fixed; spin none; net charge 0.

Cell vectors (angstrom)
a 11.6015 0 0
b 0 13.3963 0
c 0 0 29.8085

Atoms and the computed forces on them: element, x, y, z (angstrom), force x, y, z (eV/angstrom)
Si 11.5466 0.182 22.9175 -0.0009 -0.0012 -0.0038
Si 3.9116 0.1544 23.0315 -0.0007 0.0003 -0.0032
Si 7.6676 0.1207 23.1455 -0.002 -0.0001 -0.0022
Si 2.065 3.4548 22.8892 0.0055 0.0003 -0.0007
Si 5.899 3.6796 23.0073 0.0002 0.0007 -0.0013
Si 9.7562 3.5329 23.0336 -0.0044 0.0008 -0.0004
Si 11.6569 6.858 23.0658 0 0.0001 -0.0024
Si 3.9538 7.0338 23.1783 0.0008 -0.0001 -0.0015
Si 7.7851 6.8889 23.2591 0.0017 -0.004 -0.0027
Si 2.0336 10.2367 23.2473 -0.0009 -0.0007 -0.0025
Si 5.8573 10.0956 23.2912 0.0012 -0.0017 -0.0016
Si 9.8447 10.0876 23.2248 -0.0004 -0.002 -0.0011
Si 11.6939 2.388 23.7575 -0.0021 -0.0058 0.0035
Si 3.9929 2.4026 23.7609 0.0003 -0.0012 -0.0004
Si 7.7864 2.4105 23.7797 0.0008 -0.0003 -0.0009
Si 2.0269 5.7069 23.6982 -0.0007 0.0009 -0.0006
Si 5.8257 5.8028 23.9868 -0.0012 0.0021 0.0003
Si 9.7352 5.7256 23.8992 0.0009 0.0013 0.0003
Si 11.7517 9.0238 24.0219 0 0.0005 0
Si 3.9045 9.1335 24.1737 -0.0001 0 0.001
Si 7.849 9.0894 24.0247 -0.0007 0.0029 -0.0002
Si 1.9109 12.5059 23.8047 0.0013 -0.0002 0.0002
Si 5.7744 12.3722 23.922 0.0006 0.0003 0.0012
Si 9.679 12.3956 23.7916 0.0002 0 -0.0008
Si 11.6407 2.2931 26.1682 0.0006 0.0042 0.0106
Si 3.9108 2.3045 26.1752 -0.0003 0.0026 -0.0028
Si 7.7571 2.309 26.1867 -0.0016 0.0024 -0.0033
Si 1.9724 5.6199 26.1424 0.0002 -0.0016 -0.0006
Si 5.8107 5.6563 26.3205 -0.0001 0.0001 0.0028
Si 9.7035 5.6332 26.2649 0.0004 -0.0008 -0.0012
Si 11.6632 8.9742 26.3477 -0.0005 -0.0005 -0.0008
Si 3.8823 9.0107 26.461 -0.0009 -0.0002 -0.0008
Si 7.7901 9.0042 26.3514 0.0009 -0.0011 0
Si 1.9216 12.3832 26.2055 -0.0005 -0.0011 -0.001
Si 5.7959 12.3287 26.2814 -0.0005 0.0002 -0.0019
Si 9.6831 12.3458 26.1948 -0.0001 -0.002 -0.0018
Si 1.9625 1.194 27.018 0.0099 -0.0044 0.0009
Si 5.8258 1.1801 27.0215 0.0001 -0.0007 -0.001
Si 9.6945 1.1814 27.0023 -0.0146 -0.0073 -0.0026
Si 11.6441 4.5047 27.0126 -0.0001 0.0025 0.0025
Si 3.876 4.508 27.0348 0.0006 -0.0025 0.0026
Si 7.7533 4.5153 27.0446 -0.0005 -0.0012 0.0022
Si 1.9617 7.8093 27.0771 -0.0001 0.0009 0.0021
Si 5.8435 7.879 27.0904 0.0003 0.0048 0.0051
Si 9.7123 7.8516 27.0737 -0.0004 0.0007 0.002
Si 11.6122 11.2352 27.0384 0.0005 0.0002 0.0018
Si 3.844 11.2662 27.076 -0.0003 -0.0002 0.0002
Si 7.7579 11.2414 27.0581 0.001 0.0009 -0.001
Si 1.9336 1.1164 29.4135 0.0485 0.1776 -0.178
Si 5.8008 1.1164 29.4135 0.0516 0.1386 -0.1656
Si 9.6679 1.1164 29.4135 0.0892 0.0887 -0.2564
Si 0 4.4654 29.4135 0.1353 0.0686 -0.1123
Si 3.8672 4.4654 29.4135 -0.0729 0.0412 -0.116
Si 7.7343 4.4654 29.4135 0.0938 0.0329 0.0125
Si 1.9336 7.8145 29.4135 0.0129 -0.1752 0.2927
Si 5.8008 7.8145 29.4135 0.1003 0.0215 0.4183
Si 9.6679 7.8145 29.4135 0.08 -0.0059 0.1731
Si 0 11.1635 29.4135 0.0102 0.1664 -0.0636
Si 3.8672 11.1635 29.4135 -0.0946 0.2746 0.2458
Si 7.7343 11.1635 29.4135 0.0471 0.1902 0.0097
Si 0 0 0.3944 -0.1246 -0.1204 -0.106
Si 3.8672 0 0.3944 -0.0452 -0.0986 -0.0115
Si 7.7343 0 0.3944 -0.082 -0.1496 -0.3457
Si 1.9336 3.3491 0.3944 0.1195 -0.1995 -0.0179
Si 5.8008 3.3491 0.3944 -0.1352 -0.1427 0.266
Si 9.6679 3.3491 0.3944 -0.2284 -0.0357 0.0376
Si 0 6.6981 0.3944 -0.1241 -0.032 0.0759
Si 3.8672 6.6981 0.3944 0.0097 -0.1319 -0.0576
Si 7.7343 6.6981 0.3944 0.0043 -0.0228 0.1689
Si 1.9336 10.0472 0.3944 -0.0458 -0.0193 -0.0894
Si 5.8008 10.0472 0.3944 0.1123 0.0249 -0.2055
Si 9.6679 10.0472 0.3944 -0.0041 -0.1307 -0.0493
Si 11.538 -0.0491 2.7547 0.001 0.0111 -0.0355
Si 3.8472 -0.0704 2.7504 -0.0161 0.0341 0.0778
Si 7.6665 -0.0956 2.7149 0.0057 0.0301 0.1097
Si 1.9376 3.2583 2.7549 -0.0014 -0.0067 -0.0146
Si 5.7473 3.27 2.8113 -0.0008 0.0074 -0.0128
Si 9.5841 3.301 2.774 0.0031 -0.008 -0.02
Si 11.5695 6.6246 2.7638 -0.0013 0.0016 -0.0068
Si 3.8713 6.6355 2.7507 0.0078 -0.0032 -0.0193
Si 7.7247 6.6591 2.7816 -0.0081 0.0004 -0.0148
Si 1.9173 9.995 2.7585 -0.0079 -0.0055 -0.0111
Si 5.8169 10.0671 2.738 0.0034 -0.0476 0.0578
Si 9.6728 9.9729 2.7595 0.0051 -0.0075 -0.0122
Si 11.5474 2.204 3.4563 0.0003 -0.0026 0.0034
Si 3.8278 2.0993 3.6744 -0.0065 0.0014 0.0045
Si 7.6592 2.0875 3.5741 0.005 0.0103 0.0093
Si 1.9114 5.4957 3.4855 0.0008 -0.0003 0.009
Si 5.8009 5.5234 3.582 -0.001 0.0042 0.0061
Si 9.638 5.5207 3.6259 -0.0055 0.0021 0.0094
Si 11.6046 8.8563 3.5724 -0.0028 -0.0092 0.0026
Si 3.8977 8.8942 3.4486 0.0025 -0.0118 0.0094
Si 7.7243 8.9038 3.5717 -0.0032 -0.0084 0.0127
Si 1.8738 12.2311 3.5337 -0.0177 -0.0054 0.0144
As 5.7658 12.2484 3.7975 -0.0153 -0.0306 -0.0959
Si 9.594 12.1902 3.5289 0.0177 -0.0118 0.0279
Si 11.4591 2.1547 5.7765 0.0033 0.0119 0.0081
Si 3.732 1.9638 6.1182 0.0159 0.0157 0.0061
Si 7.5616 1.8877 5.9549 -0.0052 0.0054 0.0043
Si 1.8792 5.3796 5.8226 0.0072 -0.007 0.0104
Si 5.791 5.4376 5.961 -0.007 -0.0052 0.0025
Si 9.592 5.4193 6.0321 -0.0078 -0.0128 0.0067
Si 11.6244 8.7701 5.9507 -0.0027 -0.0112 0.0051
Si 3.9177 8.7818 5.7704 -0.0311 -0.0286 -0.0308
Si 7.7395 8.8175 5.956 0.0295 -0.022 -0.0092
Si 1.7531 12.1611 5.9027 -0.0451 -0.0032 -0.0373
As 5.5679 11.9355 7.4619 -0.1109 0.096 -0.4022
Si 9.5151 12.0948 5.9 0.0186 0.0179 -0.021
Si 1.6072 0.9589 6.7542 -0.0063 0.0068 -0.0064
Si 5.6475 0.939 7.17 0.0227 -0.2044 0.0365
Si 9.6191 0.9222 6.617 -0.008 -0.001 -0.0126
Si 11.5601 4.3093 6.744 -0.0064 -0.0049 -0.0031
Si 3.8223 4.2769 6.5905 -0.0054 0.0046 -0.0035
Si 7.6663 4.1226 6.6449 0.0028 0.0111 0.0081
Si 2.0305 7.6092 6.5316 -0.0182 -0.0264 -0.0079
Si 5.8161 7.7132 6.7365 0.0089 0.0007 -0.0204
Si 9.6884 7.693 6.7553 -0.0084 -0.0005 -0.0062
Si 11.4204 10.9713 6.7959 -0.0122 -0.0422 0.0229
Si 3.5505 10.889 6.7216 0.1485 0.1245 0.1282
Si 7.7324 10.9429 7.0011 -0.1346 0.1125 0.1131
O 9.8815 7.8867 8.415 -0.0029 0.0046 -0.0192
O 9.8863 0.8189 8.2652 -0.0003 0.0012 -0.0039
O 1.0154 0.8939 8.34 0.0074 -0.0036 -0.0123
O 2.8051 10.5028 8.1675 -0.0807 -0.0491 0.1127
O 5.8132 7.9118 8.3956 -0.0097 0.0094 0.0033
O 5.6748 1.2795 8.8344 0.0134 -0.0041 0.0769
O 3.7659 4.3081 8.2378 -0.0051 -0.0056 -0.0163
O 7.6422 3.7097 8.2766 0.0073 0.0013 -0.013
O 0.0505 4.2613 8.417 0.0015 0.0018 -0.0118
O 11.1837 10.9408 8.455 -0.0024 0.0064 -0.0385
O 8.206 10.7496 8.6179 0.0382 -0.0338 0.0925
O 2.3778 7.4609 8.1333 0.0019 -0.0006 -0.0253
O 11.4155 0.206 21.2403 0.0023 -0.0009 0.008
O 9.759 3.6359 21.37 0.002 -0.0011 0.0071
O 4.1407 7.5412 21.5909 -0.0011 -0.0018 0.0028
O 6.0003 4.1596 21.3923 0.0007 -0.0004 0.0073
O 5.748 9.7518 21.6565 -0.0003 0.0015 0.0019
O 2.1378 3.3784 21.2089 -0.0053 0.0007 0.0072
O 7.3624 13.4509 21.5054 0.0006 0.0009 0.0029
O 4.0091 0.1543 21.3688 0.0007 0.0004 0.0046
O 7.7057 6.9719 21.6122 -0.0002 0.0012 0.0084
O 2.1214 10.1719 21.5987 -0.0006 0.0003 0.0047
O 11.5291 6.9691 21.4047 -0.0003 0.0008 0.0029
O 10.1721 9.6599 21.635 0.0008 0.001 0.003
Si 11.5697 6.4308 11.3131 0.0009 0.0034 -0.0045
Si 1.5723 10.3569 16.261 0.0042 0.0036 -0.01
Si 0.2229 3.6743 9.9337 0.0023 0.003 0.0051
Si 8.0829 12.8586 20.1788 -0.0017 -0.0026 -0.0065
Si 2.7511 10.436 9.79 -0.0972 -0.0497 -0.1061
Si 2.567 10.3894 20.0562 -0.0004 -0.0002 -0.0047
Si 10.3485 3.695 19.8502 0.0008 0.0018 -0.0048
Si 0.2659 12.7927 17.1198 0.0028 -0.0007 -0.0123
Si 10.8184 0.6948 19.7887 -0.0005 -0.0027 -0.0083
Si 3.156 7.7417 16.2453 0.0019 0.0022 -0.0091
Si 0.3202 6.4828 19.9036 0.0017 0.0015 -0.0032
Si 9.4049 2.5388 14.3422 0.0013 0.0022 -0.0042
Si 2.9084 2.5336 11.0676 0 0.0172 -0.0016
Si 5.1357 11.9837 15.3596 -0.0023 -0.0001 -0.0031
Si 4.9376 8.6756 20.7117 0 -0.0001 -0.0016
Si 3.5916 -0.4218 11.2833 -0.0463 0.0287 0.052
Si 5.5855 8.8808 14.8171 0.0015 -0.0019 -0.0034
Si -0.1991 11.3009 10.0424 0.0079 -0.0014 0.0132
Si 9.4505 10.0137 20.2188 0.0011 -0.0004 -0.0055
Si 3.4498 0.0478 19.8385 0.002 -0.0018 -0.0055
Si 7.4601 4.6896 9.5587 0.001 0.0009 0.0012
Si 2.3649 12.3496 14.1655 -0.0037 0.0013 0.0008
Si 6.2225 0.5897 10.2428 -0.0039 0.1549 0.0108
Si 2.7841 2.8953 19.7698 0.0019 -0.0007 -0.0057
Si 5.7211 4.4664 13.7016 -0.0034 0.0071 -0.0013
Si 7.4769 0.2184 15.6168 0.0027 0 -0.0047
Si 9.609 11.3417 15.2518 -0.0013 -0.0022 -0.0012
Si 1.9807 6.5541 13.5685 -0.0012 -0.0001 -0.009
Si 2.8492 3.5229 14.0405 0.0022 0.0037 -0.0046
Si 11.6948 9.1646 18.4135 0.0007 0.0017 -0.0081
Si 11.2142 0.8591 9.2235 -0.0057 -0.0009 0.0245
Si 9.1138 7.3068 9.734 0.0074 -0.0122 0.0055
Si 8.6805 8.5523 14.6332 0.0005 -0.001 0.002
Si 4.769 7.1624 12.3749 -0.0056 -0.0077 0.0059
Si 2.9658 5.6214 18.7646 0.0005 0.0036 -0.0074
Si 2.5267 7.3818 9.7331 -0.0062 -0.0053 0.0076
Si 6.2587 8.4305 9.8793 0.028 -0.0608 0.0235
Si 4.3255 4.7465 9.6823 0.0043 -0.001 0.0061
Si 9.3402 10.4778 12.3392 0.0282 -0.0125 0.0074
Si 5.9379 13.0379 17.9721 0.0007 -0.0011 -0.0113
Si 7.9732 4.9212 18.3961 0.0012 0.0006 -0.0069
Si 8.3099 5.419 15.2491 -0.0022 0.0016 -0.0078
Si 7.3436 11.0744 10.0003 0.1694 -0.0655 0.0344
Si 5.3774 4.1917 19.8795 -0.0015 0.0017 -0.0047
Si 0.801 1.4881 15.0745 0.0022 -0.0006 -0.0083
Si 7.5462 7.5235 20.1009 -0.0006 0.0007 -0.0055
Si 7.6677 2.8165 11.9299 0.0042 0.0213 0.0073
O 3.4442 6.0636 10.1216 0.0038 0.0044 -0.0059
O 1.9637 2.6529 15.1125 -0.0003 0 0.0014
O -0.3846 12.9331 10.1976 -0.0007 0.0038 -0.0029
O 8.3627 8.8901 19.8405 -0.0001 -0.001 0.0015
O 2.4073 1.3066 19.5261 -0.0006 0.0014 0.0011
O 8.1347 5.3199 16.8462 -0.0006 -0.0016 0.0105
O 2.7362 11.9791 19.709 -0.0001 0.0006 0.0006
O 7.1539 8.7479 15.1663 0.0042 -0.0015 -0.0017
O 1.2869 0.1865 14.1962 0.0025 0.0006 -0.0017
O 4.4124 3.8259 14.4826 -0.0038 0.0014 0.0033
O 4.2419 3.4114 10.6519 -0.0022 0.0002 -0.0016
O 10.968 2.0901 14.5438 0.0013 0.0004 0.0019
O 11.3722 4.8223 11.0117 0.0006 -0.0026 -0.0021
O 10.8491 12.0179 16.079 0.0023 0.0014 0.0028
O 8.9558 6.9097 14.8287 0.0008 -0.0007 0.0044
O 1.7773 3.3436 10.2439 0.0023 -0.0025 0.0003
O 8.4587 5.9154 9.2239 -0.0016 0.0075 -0.0032
O 11.1495 2.2906 19.5392 0.0002 0.0004 0.002
O 5.389 7.601 10.9485 0.009 0.0282 -0.028
O 11.4103 7.588 18.79 0.0004 -0.0017 0.002
O 7.861 8.2363 10.1893 -0.0252 0.0095 -0.006
O 10.1258 7.1354 11.0022 -0.0025 0.003 -0.0072
O 9.2275 4.1204 14.7934 -0.0004 0.0011 0.0056
O 8.8194 11.4656 20.5244 0.0005 0.0003 0.0004
O 10.5116 10.5108 11.1805 0.0007 -0.0021 0.0031
O 8.3642 12.2477 15.8017 0.0004 0.0019 0.0012
O 4.4276 2.8692 19.8155 -0.0007 0.0003 0.0013
O 4.6466 0.2293 18.7488 -0.0031 0.0017 0.0044
O 10.4664 10.087 18.9544 -0.0022 0.0009 0.0032
O 6.7839 0.7041 17.0365 -0.0013 0.0013 0.0049
O 0.5088 6.7335 12.8443 0.0019 0.0009 0.0019
O 1.0377 7.1107 10.306 0.0054 0.0048 -0.0019
O 3.1347 7.177 12.5784 0.001 0.0023 -0.0018
O 3.9431 9.5535 19.7695 0.0006 -0.0006 0.001
O 6.7935 5.2298 14.6602 0.004 0.0056 0.0076
O 0.6019 0.9037 16.5839 0.0006 -0.0023 0.0037
O 1.56 11.7705 17.1253 0 -0.0001 0.0033
O 5.3897 8.3036 13.3267 0.0006 0.0049 -0.0002
O 2.9452 12.3452 12.642 0.0125 0.0022 -0.0171
O 6.458 3.2219 12.9527 0.0028 0.001 0.0056
O 2.7964 9.3126 16.599 -0.0008 0.0006 0.0009
O 5.9956 7.89 19.7531 0.0003 0.0002 0.0011
O 1.9422 6.3861 19.776 -0.0018 0.0003 0.0014
O 1.4372 9.6842 19.1504 0.0019 0.001 0.0039
O 9.4661 9.7156 15.5324 -0.001 0.0011 0.0032
O 3.0755 8.8728 10.2209 0.0194 0.0143 -0.002
O 9.0056 9.0163 13.0705 0.0052 -0.0019 0.0039
O 2.1411 7.2969 15.0203 0.0023 0.0021 0.0049
O 9.1277 3.8472 18.792 0.0023 -0.0022 0.0047
O 4.7275 7.8927 15.8098 -0.0019 -0.0002 0.0029
O 7.2583 1.5806 10.9841 -0.0064 -0.0148 -0.0016
O 8.1253 6.3392 19.1699 -0.0013 0.0031 0.0076
O 5.9035 5.1532 9.6386 0 0.0022 -0.0044
O 6.9788 -0.9236 19.0703 0.004 0.0008 0.0047
O 11.052 2.2381 10.1086 0.0006 -0.0019 -0.0045
O 9.0191 2.4462 12.7584 0.0046 0.0048 0.0045
O 9.7163 11.4914 13.5987 0.0002 -0.0003 0.0021
O 6.5576 4.1921 18.7614 -0.0022 -0.0011 0.0046
O 6.0528 10.0501 10.0166 -0.0204 0.0051 0.033
O 1.2953 10.7987 10.4057 0.0399 0.0019 -0.0111
O 5.1708 10.4624 14.7709 0.0008 0.0024 0.0012
O 1.6887 10.904 14.6815 0.0015 0.0006 0.0001
O 11.3788 13.0653 18.6467 -0.0004 0.0034 0.0076
O 5.4311 11.8515 16.9672 0.0002 0.0037 0.0024
O 8.0383 10.9424 11.4777 -0.0267 0.0052 -0.0214
O 11.2974 5.0036 19.6316 -0.0005 -0.0011 0.0011
O 8.3772 1.4827 15.1 -0.0007 -0.001 0.0006
O 2.4196 4.0427 18.6147 0 -0.0019 0.0023
O 3.6901 11.677 10.2963 0.0233 0.0217 0.0059
O 9.1852 0.5683 19.7139 0.0003 0.0002 0.0015
O 2.785 2.6322 12.6816 0.0027 -0.0009 0.0013
O 3.6528 12.6262 15.1332 0.0039 -0.0009 -0.0027
O 7.9865 4.0811 10.9604 0.0001 0.0108 0.004
O 5.1079 0.1848 11.3759 0.0175 -0.0234 -0.0319
O 4.419 5.4819 19.5108 0.0017 -0.0012 0.0011
O 6.2153 13.0543 14.6925 0.0008 0 0.0013
O 3.0538 6.5641 17.4049 -0.0005 -0.0041 0.0059
O 2.7901 0.9231 10.7332 0.0115 -0.0199 -0.0059
O 0.291 9.4426 16.8001 0.0007 -0.0001 0.0028
O 5.2267 5.6194 12.6564 0.0002 0.0042 0.0016
O 2.1338 4.9558 13.8003 0.0009 -0.0011 0.0003
O 7.0269 12.649 9.8504 0.0673 0.0238 0.0264

Results
free energy: -174885.900 eV
free energy less fixed offsets of As -4856.12, O -568.88, Si -635.61 eV per atom: 3.270 eV

The program warned: the cutoff lies below the one the program advises for these potential files; the forces do not sum to zero within the program's tolerance; the exchange-correlation potential is rough where the density is thin.
